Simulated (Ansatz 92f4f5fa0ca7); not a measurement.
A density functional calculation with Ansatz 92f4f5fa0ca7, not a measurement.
Periodic cell of 221 atoms, Si132O87H1N1, from a study of silicon, its oxide and their interface. The atomic structure is a simulated model.
Doubt: the cutoff is far below the 930 eV that the study's wrapper takes by default for these files, so forces and energies are approximate.
This geometry differs little from another in the collection (a relaxation step or a small displacement).

Settings: functional PBE; potential files Ansatz PAW; basis plane waves; wave-function cutoff 580 eV; density cutoff ratio 5; exchange-correlation grid ratio 1; k mesh 1 x 1 x 1, Gamma-centred; self-consistency stop 5e-08 eV per atom in the density residual; occupations fixed; spin none; net charge 0.

Cell vectors (angstrom)
a, 10.938, 0, 0
b, 0, 10.938, 0
c, 0, 0, 32.1772

Atoms: element, x, y, z (angstrom)
Si, 0.1863, -0.1328, 24.5167
Si, 5.59, -0.3109, 24.7767
Si, 2.5149, 3.0464, 24.5022
Si, 8.0785, 2.9739, 25.0732
Si, 0.0414, 5.1267, 24.6903
Si, 5.8202, 5.1481, 24.6709
Si, 2.4417, 8.5149, 24.619
Si, 7.9891, 8.5944, 24.8114
Si, 1.399, 1.4102, 25.8691
Si, 6.7504, 1.3309, 26.0555
Si, 4.068, 4.1596, 25.9362
Si, 9.6148, 4.1331, 26.327
Si, 1.2691, 6.8475, 25.858
Si, 6.856, 6.8575, 25.9726
Si, 4.0278, 9.5074, 26.0957
Si, 9.5862, 9.7319, 26.0502
Si, 2.7152, 0.0483, 27.3682
Si, 8.18, 0.0593, 27.4327
Si, 0.0663, 2.6577, 27.4328
Si, 5.3964, 2.7561, 27.3723
Si, 2.6968, 5.5363, 27.3199
Si, 8.1786, 5.5537, 27.4596
Si, -0.0316, 8.2163, 27.3445
Si, 5.4552, 8.1584, 27.3969
Si, 4.1018, 1.3673, 28.759
Si, 9.5708, 1.3673, 28.759
Si, 1.3673, 4.1018, 28.759
Si, 6.8362, 4.1018, 28.759
Si, 4.1018, 6.8362, 28.759
Si, 9.5708, 6.8362, 28.759
Si, 1.3673, 9.5708, 28.759
Si, 6.8362, 9.5708, 28.759
Si, 0, 0, 30.1262
Si, 5.469, 0, 30.1262
Si, 2.7345, 2.7345, 30.1262
Si, 8.2035, 2.7345, 30.1262
Si, 0, 5.469, 30.1262
Si, 5.469, 5.469, 30.1262
Si, 2.7345, 8.2035, 30.1262
Si, 8.2035, 8.2035, 30.1262
Si, 1.3673, 1.3673, 31.4935
Si, 6.8362, 1.3673, 31.4935
Si, 4.1018, 4.1018, 31.4935
Si, 9.5708, 4.1018, 31.4935
Si, 1.3673, 6.8362, 31.4935
Si, 6.8362, 6.8362, 31.4935
Si, 4.1018, 9.5708, 31.4935
Si, 9.5708, 9.5708, 31.4935
Si, 2.7345, 0, 0.6835
Si, 8.2035, 0, 0.6835
Si, 0, 2.7345, 0.6835
Si, 5.469, 2.7345, 0.6835
Si, 2.7345, 5.469, 0.6835
Si, 8.2035, 5.469, 0.6835
Si, 0, 8.2035, 0.6835
Si, 5.469, 8.2035, 0.6835
Si, 4.1018, 1.3673, 2.0507
Si, 9.5708, 1.3673, 2.0507
Si, 1.3673, 4.1018, 2.0507
Si, 6.8362, 4.1018, 2.0507
Si, 4.1018, 6.8362, 2.0507
Si, 9.5708, 6.8362, 2.0507
Si, 1.3673, 9.5708, 2.0507
Si, 6.8362, 9.5708, 2.0507
Si, 0, 0, 3.418
Si, 5.469, 0, 3.418
Si, 2.7345, 2.7345, 3.418
Si, 8.2035, 2.7345, 3.418
Si, 0, 5.469, 3.418
Si, 5.469, 5.469, 3.418
Si, 2.7345, 8.2035, 3.418
Si, 8.2035, 8.2035, 3.418
Si, 1.3596, 1.391, 4.6733
Si, 6.865, 1.3373, 4.8157
Si, 4.1111, 4.0879, 4.8694
Si, 9.5746, 4.095, 4.7877
Si, 1.4046, 6.8264, 4.8404
Si, 6.8745, 6.7624, 4.7637
Si, 4.1414, 9.5024, 4.7508
Si, 9.5601, 9.5707, 4.8017
Si, 2.6644, -0.0675, 5.9189
Si, 8.1958, -0.0147, 6.238
Si, 0.0302, 2.7157, 6.079
Si, 5.4571, 2.5752, 6.2316
Si, 2.7854, 5.5463, 6.3271
Si, 8.1761, 5.3627, 6.2078
Si, -0.0371, 8.1515, 6.1617
Si, 5.4694, 8.078, 6.1123
Si, 3.7142, 1.371, 7.4154
Si, 9.8925, 1.1437, 7.4319
Si, 1.6375, 3.8027, 7.4246
Si, 6.6352, 4.1185, 7.5575
Si, 4.5131, 6.5733, 7.7134
Si, 9.2783, 7.0366, 7.4554
Si, 1.1497, 9.8129, 7.3118
Si, 6.9851, 9.2453, 7.4139
O, 1.2526, 4.0997, 24.0929
O, 6.7804, 9.5916, 24.2365
O, 2.9275, 2.797, 7.4163
O, 8.1656, 8.1873, 7.8748
O, 5.5621, 5.3044, 7.9863
O, 0.0679, -0.0004, 7.9004
O, 5.3514, 5.5302, 23.1368
O, 10.5186, 0.4978, 23.0728
O, 2.1717, 9.4119, 8.5583
O, 1.2744, 3.8266, 9.0278
O, 9.471, 1.994, 8.7634
O, 7.6527, 9.9558, 12.1053
O, 3.4611, 0.8108, 8.9772
N, 4.3228, 7.3327, 9.3066
O, 7.2232, 3.3486, 8.9065
O, 9.8497, 6.5047, 8.91
O, 3.3415, 2.4548, 23.1567
O, 4.6632, 0.177, 23.5049
O, 9.2012, 2.4944, 23.9854
O, 9.8239, 5.5778, 23.5551
O, 19.889, 8.127, 23.5544
O, 3.2845, 7.978, 23.3043
O, 6.9872, 4.009, 24.3911
O, 1.313, 9.642, 24.1099
Si, 3.8184, 6.4021, 10.7135
Si, 9.1016, 4.2757, 14.6344
Si, 7.4192, 8.3472, 11.9386
Si, 4.2103, 1.2727, 22.3852
Si, 17.1165, 3.819, 14.2782
Si, 2.742, -0.4493, 20.1451
Si, 7.1763, 4.1617, 19.4749
Si, 14.0126, 6.6457, 16.4604
Si, 1.9166, 4.1457, 10.4974
Si, 5.6932, 16.2094, 16.7668
Si, 3.7814, 9.7568, 17.2735
Si, 10.2177, 4.4493, 11.691
Si, 10.9103, 6.5238, 16.0673
Si, 7.9983, 1.6128, 14.541
Si, 2.8042, 10.4141, 9.6997
Si, 9.1237, 6.7818, 22.6573
Si, 11.1884, -1.1346, 11.2093
Si, 3.5819, -3.2909, 13.7146
Si, 5.1839, 8.7355, 9.8713
Si, 9.5715, 1.7697, 22.5952
Si, 11.9367, -0.4254, 16.6032
Si, 8.4, 2.637, 9.8083
Si, -0.4194, 8.2452, 18.4121
Si, 11.7539, -2.035, 14.1562
Si, 4.6865, 3.8032, 11.6244
Si, 6.0207, 6.0834, 21.7492
Si, 6.465, 7.7237, 14.7239
Si, 11.5416, 6.5177, 20.6973
Si, 11.0965, 1.0836, 18.8482
Si, 14.2242, 7.6932, 21.6899
Si, 6.9659, 1.3699, 20.7993
Si, 9.9588, 7.2005, 10.3885
Si, -0.6439, 3.6869, 20.1977
Si, 8.4519, -0.617, 19.1382
Si, 6.8492, 10.2104, 16.3877
Si, 8.5724, 0.3334, 11.8153
O, 13.3681, 8.7813, 13.9387
O, 7.7151, -0.7996, 17.7317
O, 6.012, 8.1848, 11.1518
O, 1.6178, 10.6165, 10.8121
O, 4.9512, -5.7025, 10.8812
O, 9.9994, 7.21, 17.253
O, 6.2554, 4.9481, 20.5915
O, 6.6377, 13.2374, 13.9582
O, 3.575, 7.1617, 12.1577
O, 2.3682, 5.7176, 10.3765
O, 7.5583, 4.75, 14.2655
O, 11.4333, -1.5889, 17.6358
O, 9.8743, 4.1885, 13.2308
O, 0.6227, 7.4559, 19.3743
O, 6.9573, 2.5315, 19.6243
O, 12.4281, 6.2195, 16.6851
O, 17.2212, 6.5324, 15.8549
O, 13.0259, 6.5974, 21.3945
O, 3.2856, 0.6423, 21.2169
O, 0.7295, 3.7548, 11.517
O, 7.2231, -0.1306, 20.1385
O, 8.1624, 1.3957, 21.8995
O, -1.6531, 8.8968, 19.2961
O, 2.7816, 9.0432, 20.9122
O, 12.2307, 0.2088, 19.6831
O, 6.1153, 9.5673, 8.8029
O, 8.5414, 7.7315, 10.9569
O, 8.8359, 0.988, 13.2896
O, 7.4445, 11.502, 15.6267
O, 5.6647, 2.586, 11.2197
O, 2.6215, -0.3411, 16.4978
O, 3.1836, 14.2676, 11.1442
O, -6.7776, 5.6729, 17.237
O, 11.1117, 7.5342, 14.7869
O, 4.065, 9.7546, 10.4789
O, 3.4402, 8.1606, 17.0205
O, 10.0068, 5.2297, 15.6125
O, 10.2924, 2.8428, 21.607
O, 5.0042, 15.1014, 13.1992
O, 4.827, 7.1697, 21.272
O, 11.026, 2.6872, 19.1304
O, 8.9431, 2.7593, 15.2643
O, 3.7041, -0.7134, 18.844
O, 5.5926, 1.6932, 21.6225
O, 5.2445, 10.2051, 16.707
O, 7.9034, 1.3938, 10.7602
O, 9.5977, 0.5418, 19.2258
O, 17.6078, 4.8066, 18.0294
O, 7.5921, 6.5347, 22.0768
O, -5.912, -2.6756, 14.1517
O, 7.363, -3.4317, 13.3523
O, 11.3837, -0.7578, 15.1124
O, 10.2576, 7.0933, 21.5384
O, 9.0872, 3.8068, 10.7097
O, 8.8144, -6.6451, 19.7332
O, 0.4307, 11.902, 17.2327
O, 16.4975, 3.9755, 15.7808
O, 11.1048, -1.7312, 12.7174
O, 11.2915, 4.9521, 20.3592
O, 0.0385, 8.4797, 10.2588
O, 10.4393, 6.0405, 11.4127
O, 9.9726, -0.072, 11.0909
O, 14.2282, 6.4754, 14.8298
O, 7.2269, 8.9161, 15.4994
H, 5.3645, 2.0057, 10.5072

Results
free energy: -133792.511 eV
free energy less fixed offsets of H -15.97, N -385.13, O -568.88, Si -635.61 eV per atom: 1.669 eV

Forces (eV/angstrom), in the order of the atoms: element, x, y, z
Si, -0.0028, 0.0021, -0.0076
Si, 0.0011, -0.0015, -0.0038
Si, 0.0018, -0.0001, -0.0014
Si, -0.0014, 0.0012, -0.0029
Si, -0.0005, -0.0018, -0.0061
Si, 0.0019, -0.001, -0.0004
Si, -0.0007, 0.0012, -0.0043
Si, 0.0006, 0.0007, -0.0022
Si, 0.0002, 0.0006, -0.0015
Si, -0.0011, 0.0024, -0.0007
Si, -0.0006, -0.0012, -0.0018
Si, -0.0014, 0.0002, -0.0005
Si, -0.001, 0.0014, -0.0003
Si, 0.0003, -0.0019, -0.0017
Si, 0.0001, -0.0001, 0
Si, -0.0012, -0.0006, -0.0003
Si, 0.0008, -0.0014, -0.0012
Si, 0.0002, -0.0016, -0.002
Si, 0.0007, 0.0012, -0.0009
Si, 0.0015, 0.0006, -0.0025
Si, 0.0014, -0.0011, -0.001
Si, -0.0011, -0.0001, -0.0014
Si, 0.0007, 0.0001, -0.0017
Si, -0.0001, 0.0003, -0.0009
Si, -0.2284, 0.1298, 0.0793
Si, 0.1052, 0.0265, 0.4624
Si, 0.3538, 0.061, -0.1836
Si, -0.2717, 0.0358, -0.131
Si, -0.2065, -0.1951, 0.0451
Si, 0.095, 0.586, 0.3644
Si, -0.0956, 0.0594, -0.3605
Si, -0.0266, -0.1726, -0.0772
Si, -0.1313, -0.116, 0.0277
Si, -0.0075, -0.0156, -0.0551
Si, 0.1243, 0.0804, 0.0281
Si, 0.1211, 0.0366, -0.0307
Si, -0.0154, -0.0068, -0.0617
Si, -0.0949, -0.1356, 0.0197
Si, 0.051, 0.023, -0.0516
Si, 0.1246, 0.0388, 0.0508
Si, -0.0214, 0.0461, -0.0479
Si, -0.0204, -0.0227, -0.0298
Si, -0.0157, -0.0426, 0.0181
Si, -0.0523, 0.0351, -0.0057
Si, 0.0143, 0.0112, -0.0294
Si, -0.0016, 0.0399, -0.0389
Si, -0.0187, 0.003, -0.0077
Si, -0.0312, 0.0303, 0.0183
Si, -0.0055, 0.0067, 0.0296
Si, 0.0488, 0.0148, 0.011
Si, -0.0083, -0.0316, 0.0259
Si, 0.0556, -0.0185, 0.0055
Si, 0.0092, -0.0053, 0.0016
Si, 0.02, -0.0409, 0.0372
Si, -0.0168, -0.0291, -0.0017
Si, 0.0183, -0.0204, 0.0294
Si, 0.0112, 0.0838, 0.0388
Si, -0.0713, -0.0435, -0.0138
Si, 0.0664, 0.0257, -0.013
Si, -0.094, -0.0529, 0.019
Si, -0.1029, -0.046, 0.0123
Si, 0.0365, 0.1054, 0.0352
Si, -0.0474, -0.0371, 0.0234
Si, -0.0373, 0.0107, -0.0071
Si, -0.3294, -0.1366, -0.3165
Si, 0.2717, -0.12, 0.0903
Si, 0.3592, 0.5615, -0.2237
Si, 0.0047, -0.0564, 0.0962
Si, 0.2194, 0.0483, 0.281
Si, -0.1182, -0.4257, 0.0596
Si, -0.0714, -0.2333, -0.1024
Si, 0.0538, -0.0476, 0.0336
Si, 0.0005, -0.0034, 0.0009
Si, 0.0001, -0.0047, -0.0042
Si, -0.0034, 0.0021, -0.0011
Si, -0.001, 0.0029, 0.0018
Si, -0.0041, 0.0028, -0.0042
Si, -0.0007, -0.0015, 0.002
Si, -0.0041, -0.0006, 0
Si, 0.0028, -0.005, -0.0068
Si, 0.015, 0.0155, 0.0183
Si, -0.0084, -0.0029, 0.0001
Si, -0.002, -0.0036, -0.0047
Si, 0.0188, 0.0178, 0.006
Si, 0.0031, -0.0052, 0.0008
Si, 0.0042, 0.0044, -0.0002
Si, 0.0081, 0.0108, 0.0102
Si, -0.0019, -0.0027, -0.0078
Si, -0.0539, -0.0338, -0.0195
Si, 0.0105, 0.0048, 0.0099
Si, 0.0024, 0.0071, 0.0036
Si, -0.0047, -0.0046, -0.0098
Si, 0.0012, -0.0001, 0.0054
Si, -0.0007, -0.0058, -0.0061
Si, -0.0065, -0.0163, -0.0151
Si, 0.0042, -0.0016, 0.0034
O, 0.0002, 0.0007, 0.0002
O, -0.0007, 0.002, -0.0008
O, 0.0061, 0.004, 0.0035
O, -0.0007, 0.0049, -0.0002
O, -0.0045, 0.0017, 0.0014
O, -0.0019, 0.0003, -0.0003
O, -0.0003, 0.0004, -0.0017
O, 0.0008, -0.0008, -0.001
O, 0.0029, 0.0043, 0.0032
O, -0.0005, -0.0025, -0.0018
O, -0.0012, -0.0017, -0.0027
O, 0.0002, 0.0002, -0.001
O, 0.0132, 0.0104, 0.0016
N, 0.0001, -0.0007, -0.0022
O, 0.0007, -0.0009, 0.0024
O, 0.0004, 0.0003, 0.0029
O, -0.0003, -0.0001, -0.0025
O, -0.0002, 0, -0.0015
O, 0.0022, -0.0015, -0.0008
O, 0.0005, 0.0005, -0.0012
O, 0.0003, 0, -0.0021
O, 0, 0.0001, -0.0011
O, 0.0005, -0.002, -0.0021
O, 0.0015, -0.0005, 0.002
Si, -0.0002, 0.0006, -0.0008
Si, -0.0003, -0.0001, 0.0003
Si, -0.0007, -0.0002, 0.0008
Si, -0.0005, 0.0003, 0.0006
Si, 0.0008, -0.0014, 0.0008
Si, -0.0004, 0.0003, 0.0009
Si, 0.0004, -0.0006, 0.0007
Si, -0.0007, -0.0007, -0.0004
Si, -0.0003, -0.0008, 0.0014
Si, -0.0004, 0, -0.0007
Si, 0, -0.0007, -0.001
Si, 0.0005, -0.0008, 0.0012
Si, -0.0006, -0.0004, 0.0002
Si, -0.0008, -0.0007, 0.0015
Si, 0.001, -0.0037, 0.0025
Si, -0.0006, -0.0001, 0.0008
Si, -0.0006, -0.0006, 0.0005
Si, 0, -0.0004, 0.0009
Si, -0.0014, -0.0012, 0.0015
Si, 0.0006, -0.0002, 0.0018
Si, -0.0001, -0.0002, -0.0013
Si, -0.0001, 0, 0.0011
Si, 0.0001, -0.0003, -0.0005
Si, 0, -0.0007, 0.0003
Si, -0.0027, -0.0036, 0.0001
Si, 0.0003, -0.0003, 0.0016
Si, -0.0001, -0.0001, 0.0001
Si, 0, -0.0008, 0.0011
Si, -0.0001, -0.0004, 0.0003
Si, -0.0002, -0.0004, 0.0008
Si, 0.0005, 0, 0.0012
Si, 0.0004, -0.0005, -0.0011
Si, -0.0002, -0.0003, 0.0015
Si, 0.0001, 0.0003, -0.0011
Si, 0.0017, -0.0001, -0.0004
Si, -0.0002, -0.0008, 0.0013
O, -0.0005, -0.0008, -0.0012
O, -0.0002, -0.0025, 0.0011
O, 0.0007, -0.0003, -0.0011
O, 0.0005, 0.0003, -0.0016
O, -0.0001, -0.0013, -0.0012
O, 0.0004, 0.0003, -0.0003
O, -0.0001, 0.0001, -0.0025
O, 0.0002, -0.0005, -0.0009
O, -0.0003, -0.0015, -0.0012
O, 0.0001, -0.0001, -0.0009
O, -0.0009, -0.0008, -0.0009
O, -0.0001, -0.0002, -0.001
O, 0.0006, 0.0002, -0.001
O, 0.0006, -0.0002, -0.0017
O, -0.0001, -0.0005, -0.0021
O, -0.0001, -0.0004, -0.001
O, 0, -0.0003, -0.0015
O, 0.0006, -0.0002, -0.0023
O, 0.0001, -0.0001, -0.0023
O, -0.002, 0.0005, 0.0004
O, -0.0002, -0.0004, -0.0022
O, -0.0004, -0.0005, -0.0027
O, 0.0001, 0.0009, -0.0015
O, -0.0002, -0.0009, -0.0022
O, -0.0001, -0.0005, -0.0018
O, 0.0004, 0.0009, -0.0001
O, 0.0003, -0.0001, -0.0015
O, -0.0004, -0.0004, -0.0006
O, 0.0001, -0.0007, 0.0002
O, 0.0465, 0.0848, 0.0439
O, 0, -0.0004, -0.0013
O, 0.0028, -0.002, -0.0007
O, 0.0002, -0.0002, -0.0011
O, -0.0001, 0.0001, -0.0013
O, 0.0003, -0.0002, -0.0003
O, -0.0003, -0.0004, -0.0012
O, -0.0009, -0.0004, -0.0009
O, 0.0003, -0.0001, -0.0031
O, 0.0008, -0.0013, -0.0055
O, -0.0006, 0.0002, -0.0029
O, -0.0001, -0.0001, -0.0026
O, -0.0002, -0.0006, -0.0005
O, -0.0003, -0.0001, -0.0016
O, -0.0006, -0.0003, -0.0025
O, -0.0001, -0.0004, -0.0012
O, 0, 0.0004, -0.0001
O, -0.0008, -0.001, -0.0032
O, 0.0001, -0.0006, -0.0016
O, 0.0002, 0, -0.0027
O, -0.0001, -0.0006, -0.0013
O, 0.0004, -0.0005, -0.0012
O, 0, -0.0006, -0.0012
O, 0.0001, -0.0001, -0.0025
O, -0.0008, 0.0001, -0.0005
O, -0.0002, -0.0001, -0.0027
O, 0.0001, -0.0003, -0.0014
O, -0.0006, -0.0003, -0.0019
O, -0.0002, -0.0005, -0.0023
O, 0.0005, 0.0004, -0.0028
O, -0.0003, 0.0001, 0.0004
O, 0, 0.0004, -0.0006
O, 0.0003, -0.0003, -0.0008
O, -0.0001, -0.001, -0.0009
O, -0.0004, 0.0008, -0.0019
H, -0.054, -0.0853, -0.0415

The program warned: the cutoff lies below the one the program advises for these potential files; the forces do not sum to zero within the program's tolerance; the exchange-correlation potential is rough where the density is thin.
